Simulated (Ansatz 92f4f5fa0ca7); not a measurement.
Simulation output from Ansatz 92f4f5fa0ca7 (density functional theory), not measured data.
Periodic cell of 188 atoms, Si104O84, from a study of silicon, its oxide and their interface. The atomic structure is a simulated model.

Settings: functional r2SCAN; potential files Ansatz norm-conserving; basis plane waves; wave-function cutoff 1300 eV; density cutoff ratio 4; exchange-correlation grid ratio 1; k mesh 2 x 2 x 1, shifted by 0.5 0.5 0.5 of a step; self-consistency stop 5e-08 eV per atom in the density residual; occupations Fermi-Dirac, 0.05 eV; spin none; net charge 0.

Cell vectors (angstrom)
a 11.5403 0 0
b 0 11.5403 0
c 2.9486 4.2404 23.7583

Atoms and the computed forces on them: element, x, y, z (angstrom), force x, y, z (eV/angstrom)
Si 4.5835 9.3756 -0.1253 0.0091 -0.0074 -0.2422
Si 3.6917 3.3469 -0.3409 0.0882 -0.0116 -0.267
Si 5.0997 4.6023 2.0961 -0.7599 -0.2743 -0.4428
Si 4.7964 7.6377 -2.5083 -0.0214 0.0178 -0.1798
Si 8.053 0.7377 1.9726 0.001 -0.1564 -0.6934
Si 8.0409 4.0097 -0.8686 0.0294 0.097 -0.4078
Si 11.85 6.737 0.2894 0.0882 -0.0832 -0.1117
Si 10.6007 -0.2374 0.1607 0.1359 0.087 -0.1789
Si 10.1395 2.1064 -1.2775 0.0637 0.102 -0.3428
Si 7.5596 8.4772 1.9649 0.313 0.1215 -0.5924
Si 5.1577 0.7358 0.5723 -0.1832 -0.2331 0.0213
Si 7.525 4.6876 1.9977 0.8563 0.1146 -0.4853
Si 9.4975 8.4525 -0.4998 -0.1952 -0.0374 -0.2188
Si 12.8019 0.3701 2.2527 -0.1626 -0.1506 -0.9425
Si 12.2715 3.5534 0.6298 -0.0793 -0.1163 0.1019
Si 5.1633 8.5514 2.039 -0.1957 -0.0128 -0.1638
Si 3.7674 0.6355 2.4175 0.2697 0.1607 -0.2345
Si 5.3931 4.5711 -2.1668 0.0648 0.3476 -0.379
Si 8.1565 -1.198 3.3001 -0.005 0.057 -0.0162
Si 8.1799 2.777 3.2005 -0.1983 -0.1051 -0.0169
Si 8.1379 6.5912 3.2629 -0.0683 -0.0257 0.0271
Si 12.2366 -1.5197 3.5992 -0.0711 -0.2728 0.1038
Si 12.1786 2.6238 2.926 0.0299 -0.0532 -0.0485
Si 12.1489 7.5814 3.3679 0.1303 -0.1918 -0.6499
Si 4.5013 -1.2699 3.533 -0.2094 -0.0246 0.1106
Si 4.4776 2.7197 3.4102 0.0374 0.049 0.0351
Si 4.535 6.5766 3.2904 0.1186 0.2678 0.0048
Si 6.4149 -1.1703 4.8551 0.1404 -0.1174 0.1461
Si 6.3963 2.7628 4.7874 -0.0464 -0.0023 0.1662
Si 6.3571 6.5853 4.8368 0.0684 -0.0185 0.0609
Si 10.1562 -1.0863 4.5907 -0.1245 0.0876 -0.0694
Si 10.2116 2.8089 4.3469 0.1661 0.0683 0.1206
Si 10.1656 6.7127 4.4968 -0.109 -0.0561 -0.0412
Si 14.1296 -1.3135 4.9203 0.1464 -0.1407 0.1305
Si 13.9726 2.8732 4.4887 -0.119 0.1456 0.0864
Si 14.0592 6.6974 4.591 0.0881 -0.067 -0.1005
Si 6.4341 8.4501 6.2813 -0.0382 -0.0635 -0.2552
Si 6.4549 0.8146 6.0382 0.1266 0.2103 -0.0663
Si 6.3071 4.7067 6.2973 -0.0014 0.0527 -0.0213
Si 10.0826 8.5679 5.9515 0.179 0.0231 -0.0098
Si 10.2378 0.9292 5.8011 -0.0399 -0.0927 0.1867
Si 10.1108 4.6874 5.8401 0.0795 0.1458 -0.012
Si 14.1735 8.3204 6.2927 -0.1436 0.3453 0.0962
Si 14.0532 0.8757 5.7866 -0.0018 0.0793 0.1079
Si 13.9338 4.7199 5.9519 -0.1077 -0.1683 -0.0113
Si 8.4006 8.4904 7.5788 0.0049 0.1632 -0.0183
Si 8.4044 0.9005 7.3093 0.0927 -0.1275 -0.0931
Si 8.3425 4.7027 7.6037 -0.0093 -0.2044 -0.3147
Si 12.0304 8.5311 7.2617 -0.1415 0.072 0.1245
Si 12.1773 0.9307 7.1737 0.076 -0.0387 -0.3318
Si 11.9621 4.8009 7.2622 -0.048 -0.0312 -0.0625
Si 4.557 8.384 7.6744 0.0977 -0.1812 0.3037
Si 4.4229 0.7798 7.1188 0.0658 0.0457 0.0387
Si 4.2035 4.5504 7.5243 -0.0437 0.0174 0.0039
Si 8.3716 -0.9873 8.7343 0.2994 -0.0179 -0.0793
Si 8.3849 2.6482 8.8881 0.0688 -0.0697 0.1653
Si 1.477 6.7115 10.2971 -0.7705 -0.1137 0.8705
Si 6.4236 10.8863 9.9719 -0.3526 0.2035 -0.0455
Si 12.0886 2.8428 8.5675 -0.144 -0.1463 -0.07
Si 11.4559 6.7037 8.5892 0.0223 -0.0535 -0.2893
Si 13.7818 12.3298 11.1105 -0.1778 -0.8406 0.415
Si 4.4715 2.4653 8.6478 0.2996 -0.2794 0.1869
Si 2.4814 2.6603 9.8291 0.2594 0.6855 0.4027
Si 2.775 8.5212 11.0476 0.0135 0.0898 0.0645
Si 4.5593 -1.026 8.5302 -0.0486 0.3492 0.0464
Si 3.3328 5.3553 9.6856 0.9758 -0.4651 0.5752
Si 10.3506 -0.3601 9.8458 -0.0066 0.0765 0.3036
Si 10.4067 2.1055 10.0735 -0.0006 0.3987 0.4921
Si 6.1826 8.9035 11.3861 -0.0664 0.4763 0.4393
Si 12.1528 -0.9962 8.5051 0.1677 -0.1017 -0.1958
Si 14.1397 10.4883 9.7702 -0.2364 -0.0216 0.0108
Si 9.0462 6.6293 8.8883 -0.1578 0.1586 0.8687
Si 6.5075 2.2237 12.3422 0.2987 0.0859 -0.0547
Si 3.687 14.8105 15.4872 0.0269 0.1073 0.4779
Si -0.4418 10.9461 12.0072 0.0687 0.0479 -0.1431
Si 10.9363 14.5494 13.2382 -0.1133 0.0569 0.1445
Si 3.4811 5.8952 14.1647 -0.0376 -0.294 0.064
Si 3.7274 8.8381 13.2818 -0.1362 -0.504 0.2025
Si 8.9861 12.541 13.839 0.0246 -0.1478 0.2756
Si 4.7393 7.7021 9.9743 -0.0925 -0.8012 -0.1467
Si 10.9097 12.2306 17.6214 -0.0433 -0.082 0.1952
Si 12.8531 12.6008 20.1957 -0.0038 0.0778 -0.3643
Si 10.4907 8.5008 13.5828 0.0573 0.026 0.3042
Si 12.3713 8.0764 20.3342 0.0079 -0.0362 -0.3987
Si 12.8603 13.0895 15.2357 -0.1225 0.1083 0.4522
Si 7.9994 16.3454 19.068 0.1011 -0.0871 0.0895
Si 12.0229 5.873 13.1195 -0.0019 0.0598 0.0956
Si 15.2803 2.7839 19.8994 -0.1138 0.1129 -0.1132
Si 3.4617 10.8236 14.6426 -0.4109 -0.1264 0.0924
Si 5.0459 8.4651 18.7143 0.0075 -0.0135 0.112
Si 4.534 1.5153 13.2145 -0.1351 0.1182 -0.0236
Si 6.4379 1.8437 10.0349 -0.2277 0.0535 -0.2734
Si 7.6644 8.2729 17.3275 0.107 0.1089 -0.0777
Si 7.9657 7.4476 11.8572 0.3716 -0.1294 0.4304
Si 14.3695 10.192 19.3672 -0.0289 0.0072 -0.0997
Si 5.0971 5.4437 19 -0.1631 -0.0354 0.0716
Si 6.7207 5.5599 16.5311 -0.0038 0.0554 0.2452
Si 15.6206 10.4467 16.8167 0.0118 -0.0994 0.8067
Si 8.326 1.8788 18.6834 0.1027 -0.0146 0.0532
Si 5.4314 13.1334 17.4929 0.1024 -0.0123 0.1925
Si 5.078 1.2273 22.2115 0.1359 0.1305 -0.3349
Si 9.3314 10.3327 15.9519 -0.0183 -0.0809 0.2658
Si 6.3743 5.1666 13.4512 -0.2445 -0.0074 0.2565
Si 9.6444 7.2854 19.2454 0.074 -0.0452 -0.1028
O 2.9663 9.2861 -0.3778 0.2185 -0.0957 -0.0086
O 6.6795 8.5432 18.6172 -0.1479 -0.0819 -0.1511
O 4.577 1.9927 -0.2731 0.1353 0.0919 0.0222
O 8.5921 2.4693 -0.8667 0.1355 0.2334 0.0368
O 8.3543 4.767 0.5226 -0.4742 -0.1119 0.4371
O 8.127 8.4888 0.3723 -0.1432 0.0028 0.6049
O 6.7497 0.9015 0.9507 -0.0031 -0.0609 0.35
O 6.439 4.0574 -1.0389 0.0281 -0.0579 0.0426
O 4.1901 4.4975 0.6988 0.3021 0.0326 0.2029
O 5.3608 8.6019 -1.3339 -0.2651 -0.0295 0.027
O 10.3154 7.1075 -0.0852 0.0598 0.089 0.0362
O 9.4374 0.3789 1.1164 -0.2124 0.2706 0.1696
O 12.0869 0.0598 0.7574 0.0022 0.1727 0.4726
O 11.068 2.8158 -0.1566 -0.0119 -0.0298 -0.1251
O 12.2748 7.2949 1.7418 -0.1152 0.0289 0.4344
O 12.0736 5.1375 0.3646 0.0049 -0.0341 -0.0193
O 15.0489 12.4987 12.1014 0.0953 -0.07 0.2173
O 6.76 3.8064 12.6739 0.0611 -0.294 0.105
O 8.5505 6.7292 10.5044 0.1472 0.0529 -0.697
O 2.9822 4.0468 10.685 -0.2548 -0.0215 -0.9328
O 9.176 8.5125 -2.1101 0.2386 -0.0472 0.3839
O 11.7879 12.2227 19.007 0.1029 0.0567 0.0504
O 7.9724 9.6311 16.5122 0.1596 -0.1055 0.0378
O 16.0978 8.9132 17.2098 -0.0421 0.3091 0.0453
O 3.1748 7.7784 -2.5508 0.0613 0.1534 0.2328
O 8.325 12.2324 19.7853 -0.1532 0.135 0.1116
O 5.0312 10.9258 -0.3285 0.1221 0.0542 0.3096
O 8.9551 8.3967 20.1749 -0.0508 -0.1261 0.3084
O 2.1311 3.0401 -0.0403 0.0572 0.1362 0.0671
O 15.8425 9.542 19.713 -0.1358 -0.0439 -0.2663
O 12.7721 7.3848 -0.8661 -0.1896 -0.0501 0.2475
O 13.6874 2.419 19.7949 0.1191 -0.2482 0.1683
O 10.4278 -1.8223 -0.0713 -0.0905 -0.0025 0.044
O 10.4369 0.5205 -1.2822 -0.0132 -0.0049 0.4833
O 10.3815 2.6832 -2.7825 -0.2501 0.1352 0.4503
O 8.7502 4.693 -2.1906 -0.044 -0.31 0.2494
O 12.2242 13.8389 13.9445 -0.0556 -0.0995 -0.1677
O 14.3781 10.7865 17.8502 0.3374 -0.1608 -0.0889
O 3.8572 14.3464 13.9446 0.0604 -0.2172 0.0305
O 6.9464 7.1694 16.3739 0.063 -0.1796 0.1497
O 11.7502 12.724 16.3429 0.1146 -0.0141 -0.2397
O 11.3734 7.166 13.8896 0.0369 0.0204 -0.308
O 4.7913 5.5182 13.2636 0.0231 0.1021 0.014
O 9.6386 14.0125 14.0736 0.0629 -0.2401 -0.2836
O 11.0824 16.1439 13.4693 0.1042 -0.0666 -0.2229
O 2.0145 5.5756 13.553 0.0908 0.1601 -0.0762
O 3.5315 7.5235 14.3284 0.2229 0.5417 -0.4599
O 4.9281 14.1782 16.3445 -0.2354 -0.0452 -0.129
O 3.5692 16.4433 15.4791 0.0422 -0.0925 -0.3464
O 10.3058 10.7573 17.2081 -0.1064 0.1829 -0.2377
O 10.1026 9.2835 14.9639 -0.0465 0.001 -0.2643
O 2.0621 11.7221 14.73 0.4761 -0.0247 -0.0795
O 0.9252 11.8458 11.976 -0.0842 -0.0242 0.0506
O 4.7338 0.2427 14.2159 -0.3656 0.2943 -0.0609
O 13.8612 14.1131 16.0298 0.1576 -0.1132 -0.4278
O 7.3057 6.333 12.848 -0.0053 0.0544 -0.1669
O 4.7785 6.0152 10.2312 -0.5899 0.9403 -0.0674
O 7.0147 1.8409 17.7326 -0.0814 0.0095 0.0984
O 12.0421 6.0888 11.5155 0.3447 0.0945 -0.1981
O 3.936 3.9278 -1.8523 0.0396 -0.138 0.4845
O 5.3618 5.2736 17.3997 0.3042 0.0893 0.0317
O 8.3769 3.293 19.478 -0.153 0.0256 -0.1657
O 5.3202 9.0307 12.8389 0.0456 -0.1793 -0.5458
O 9.1169 7.6667 17.7619 -0.2298 -0.0281 0.1894
O 9.1604 5.7836 19.633 -0.1564 0.1554 -0.1619
O 5.2829 6.1663 -2.1288 -0.0513 -0.244 0.0421
O 9.1631 8.1458 12.7265 -0.1286 -0.1985 -0.1979
O 10.7097 14.2458 11.6401 -0.0185 -0.3336 -0.4165
O 8.8129 11.6872 15.208 0.1329 0.0585 -0.2925
O 9.9802 11.6501 12.9328 0.1228 0.0884 0.1205
O 7.9229 4.9131 17.4319 -0.2775 0.1736 0.1022
O 13.9507 11.3925 20.3627 -0.0954 0.0146 -0.0795
O 7.5929 1.2042 13.0523 0.0476 0.3546 -0.1009
O 4.5876 1.9067 18.8381 0.0092 0.0686 -0.0757
O 5.2545 11.5548 17.147 -0.2743 0.1073 -0.1837
O 11.4104 9.4839 12.6588 0.044 0.1156 0.0693
O 6.55 5.2084 19.7178 0.0712 -0.0118 -0.2943
O 4.236 2.3483 21.3866 0.0645 -0.1926 0.0887
O 13.2443 9.035 19.3939 0.0444 0.0243 0.2599
O 15.5522 4.3724 19.5834 0.1968 -0.0961 -0.0643
O 9.6713 1.7187 17.8106 -0.0365 -0.1099 0.024
O 6.6538 4.9438 15.0508 -0.0618 0.0681 -0.3891
O 4.5906 6.9796 19.2113 0.2178 0.0255 -0.198
O 11.2477 7.3797 19.387 -0.0706 0.1322 0.2746

Results
free energy: -51227.306 eV
free energy less fixed offsets of O -463.61, Si -117.95 eV per atom: -17.266 eV
pressure: -1.94 GPa
stress xx, yy, zz, yz, xz, xy (GPa, positive in tension): 2.18, 1.86, 1.78, -0.32, 0, -0.22
